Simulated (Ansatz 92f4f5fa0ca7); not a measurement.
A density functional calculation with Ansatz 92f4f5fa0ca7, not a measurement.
Periodic cell of 226 atoms, Si132O92P2, from a study of silicon, its oxide and their interface. The atomic structure is a simulated model.
Doubt: the cutoff is far below the 930 eV that the study's wrapper takes by default for these files, so forces and energies are approximate.
This geometry differs little from another in the collection (a relaxation step or a small displacement).

Settings
functional: PBE
potential files: Ansatz PAW
basis: plane waves
wave-function cutoff: 580 eV
density cutoff ratio: 5
exchange-correlation grid ratio: 1
k mesh: 1 x 1 x 1, Gamma-centred
self-consistency stop: 5e-08 eV per atom in the density residual
occupations: fixed
spin: none
net charge: 0

Cell vectors (angstrom)
a  10.938  0  0
b  0  10.938  0
c  0  0  31.9494

Atoms: element, x, y, z (angstrom)
Si  10.6035  -0.059  24.5221
Si  5.1374  0  24.7057
Si  2.8829  2.1773  24.5057
Si  8.5445  2.3507  24.5982
Si  10.6481  5.3969  24.2156
Si  5.1694  5.5701  24.4282
Si  2.9561  7.8821  24.3977
P  8.6709  7.5534  24.2267
Si  1.3208  1.0763  25.8512
Si  6.8041  1.2863  25.802
Si  3.9628  3.9882  25.712
Si  9.6968  3.9383  25.8527
Si  1.174  6.8078  25.5698
Si  6.8789  6.7146  25.6387
Si  3.9973  9.3748  25.965
P  9.3607  9.5865  25.9195
Si  2.6692  -0.1746  27.2979
Si  8.2107  0.0466  27.2767
Si  0.1227  2.6332  27.2214
Si  5.4307  2.7204  27.1229
Si  2.6092  5.4513  27.0453
Si  8.2085  5.3578  27.0851
Si  -0.0918  8.2295  27.0826
Si  5.5858  8.1011  27.1289
Si  4.0878  1.3183  28.5121
Si  9.5769  1.4085  28.5975
Si  1.4052  4.0878  28.5513
Si  6.8047  4.0803  28.505
Si  4.0886  6.7884  28.4376
Si  9.5365  6.7878  28.4567
Si  1.268  9.476  28.6021
Si  6.8521  9.5334  28.5511
Si  -0.0218  -0.0037  29.93
Si  5.475  -0.0168  29.8931
Si  2.7636  2.7164  29.9021
Si  8.1794  2.7655  29.9138
Si  -0.0041  5.4638  29.8752
Si  5.4491  5.4631  29.8716
Si  2.7466  8.1592  29.8838
Si  8.225  8.1724  29.8917
Si  1.3673  1.3673  31.2657
Si  6.8362  1.3673  31.2657
Si  4.1018  4.1018  31.2657
Si  9.5708  4.1018  31.2657
Si  1.3673  6.8362  31.2657
Si  6.8362  6.8362  31.2657
Si  4.1018  9.5708  31.2657
Si  9.5708  9.5708  31.2657
Si  2.7345  0  0.6835
Si  8.2035  0  0.6835
Si  0  2.7345  0.6835
Si  5.469  2.7345  0.6835
Si  2.7345  5.469  0.6835
Si  8.2035  5.469  0.6835
Si  0  8.2035  0.6835
Si  5.469  8.2035  0.6835
Si  4.0988  1.3753  2.0645
Si  9.5955  1.3473  2.0449
Si  1.3538  4.1337  2.0563
Si  6.8305  4.1285  2.0452
Si  4.0917  6.8435  2.0452
Si  9.5691  6.841  2.0644
Si  1.3631  9.5967  2.0572
Si  6.8273  9.6109  2.0492
Si  0.0316  0.0294  3.4745
Si  5.4828  0.0347  3.4546
Si  2.7171  2.7652  3.4043
Si  8.2529  2.7713  3.3444
Si  0.0246  5.5133  3.472
Si  5.4745  5.5177  3.4268
Si  2.7369  8.2332  3.4005
Si  8.242  8.2848  3.3892
Si  1.3807  1.4463  4.8468
Si  6.9122  1.4645  4.7328
Si  4.0636  4.1444  4.7594
Si  9.6018  4.0704  4.778
Si  1.368  6.9623  4.8444
Si  6.8423  6.9795  4.7292
Si  4.0972  9.564  4.7913
Si  9.6233  9.572  4.8437
Si  2.7583  0.0218  6.1399
Si  8.2944  0.1066  6.0972
Si  0.0166  2.7857  6.305
Si  5.514  2.8243  6.0738
Si  2.7528  5.5768  6.1406
Si  8.2525  5.582  5.9544
Si  0.0475  8.2927  6.373
Si  5.5003  8.2877  6.223
Si  4.4242  1.1659  7.3288
Si  9.8126  1.1351  7.6208
Si  1.1776  4.4861  7.5087
Si  6.6441  4.5271  7.2514
Si  4.3252  6.688  7.5386
Si  9.7276  6.595  7.497
Si  1.2821  9.9257  7.7056
Si  6.7215  9.9485  7.4169
O  9.5606  1.1426  24.0254
O  4.0724  6.7312  23.9324
O  4.09  1.1206  24.0413
O  9.309  6.1845  23.4995
O  -0.0267  5.5302  8.0171
O  5.5717  0.1106  7.9142
O  0.075  0.0771  8.1486
O  5.5343  5.5953  7.8837
O  7.6042  3.9476  8.4422
O  8.7151  7.0225  8.7517
O  2.1817  9.4381  9.0441
O  8.8923  1.6587  8.9213
O  7.6132  9.4507  8.7185
O  3.6048  1.8031  8.5987
O  3.5835  7.2032  8.9439
O  2.0582  3.9872  8.8244
O  8.1254  3.3743  23.3714
O  0.5516  4.7429  22.9419
O  1.9847  2.5399  23.1743
O  5.8061  4.797  23.1073
O  5.7087  9.8344  23.6171
O  2.4619  8.6634  23.0199
O  0.1406  9.9213  23.2292
O  7.8992  8.3339  22.9781
Si  8.6548  7.5994  18.4694
Si  8.7852  6.3027  13.6558
Si  3.7962  1.4689  14.7473
Si  2.1339  5.6531  17.6547
Si  2.4276  3.0181  19.459
Si  9.8085  8.9718  12.0915
Si  1.2687  9.3466  22.1428
Si  9.1773  0.9014  13.2125
Si  1.4225  4.9945  13.0464
Si  1.7913  8.196  12.8235
Si  6.736  9.3921  22.4503
Si  4.5223  4.5301  15.724
Si  8.206  2.9942  9.5898
Si  0.831  8.1312  19.3227
Si  6.9647  1.2164  21.11
Si  8.2188  8.2805  9.678
Si  10.8899  5.1538  15.6296
Si  7.5833  9.4196  16.3416
Si  9.9249  1.948  20.2823
Si  3.2126  8.4833  9.9231
Si  6.6981  3.2506  17.4025
Si  1.1384  0.1015  19.8131
Si  3.2361  2.7546  12.3108
Si  7.2065  5.2824  19.6931
Si  5.7463  8.6197  11.563
Si  5.7846  6.0206  13.2252
Si  4.6386  9.6002  17.6444
Si  1.0831  3.4139  22.1437
Si  4.923  1.3738  18.7986
Si  3.188  3.0564  9.5299
Si  6.4619  10.7582  13.8174
Si  10.358  0.0458  15.9841
Si  5.6567  3.6146  11.1672
Si  9.8397  3.8408  11.9291
Si  2.3497  9.8466  15.562
Si  6.0697  8.0132  19.8337
Si  6.9198  3.8503  22.3851
Si  9.7576  2.711  17.3657
O  7.1949  6.3239  14.001
O  1.8689  6.9336  18.745
O  10.287  3.9861  16.5474
O  6.1729  9.8509  17.0798
O  10.1572  0.6204  14.4762
O  8.4336  6.0145  18.8709
O  5.1799  0.6242  14.4553
O  5.7466  1.9374  17.5167
O  8.3481  1.8426  20.5737
O  1.9855  4.1761  18.3787
O  6.9563  2.7653  10.6384
O  4.8716  2.6524  12.225
O  6.0258  4.3011  16.3504
O  4.553  3.8937  9.9594
O  10.7312  2.607  21.5421
O  9.7285  6.1163  14.9904
O  5.998  6.3772  19.8554
O  4.0913  0.0686  18.2906
O  9.2512  10.4943  12.2826
O  2.8534  4.2932  12.7355
O  1.7958  10.6489  21.2775
O  4.0076  2.6143  19.3517
O  0.7382  9.9705  15.9878
O  1.2998  9.6751  18.8863
O  1.7186  1.5377  19.2691
O  8.9512  10.3183  16.5223
O  4.8693  8.4886  18.8279
O  9.5689  8.6997  10.4981
O  6.7379  3.9823  18.8526
O  2.8511  1.6466  13.4133
O  5.8389  8.6433  21.3154
O  2.5385  2.4069  10.8845
O  7.5967  4.7137  21.1706
O  5.2122  7.4264  12.5745
O  0.4244  9.0064  12.5189
O  7.5893  0.9988  13.6051
O  7.122  9.5718  14.7707
O  8.9786  4.9658  12.7344
O  8.1111  7.9587  16.9376
O  6.2178  2.4289  21.9315
O  2.4584  9.0021  14.1203
O  0.424  4.4283  11.8859
O  0.767  8.2311  20.9976
O  9.3808  3.7923  10.3743
O  9.6591  2.3236  12.5494
O  7.6125  8.4572  19.4231
O  2.5407  8.1239  11.3702
O  3.9671  2.9902  15.389
O  0.8332  4.4372  14.4607
O  10.0367  2.9175  18.9637
O  9.1375  7.743  12.9551
O  10.4749  0.4251  20.0054
O  6.0321  4.9911  11.9601
O  8.1622  2.669  16.9981
O  3.5383  5.4062  16.7562
O  4.6606  9.0966  10.4149
O  1.5366  6.6158  13.187
O  4.7583  5.4346  14.3682
O  2.0779  3.7288  20.8884
O  10.5626  1.3528  16.9433
O  0.9537  6.0115  16.5805
O  7.3804  10.7968  21.9189
O  5.9447  0.7986  19.9258
O  6.0786  9.9708  12.4311
O  2.8549  0.4686  15.6156
O  7.0447  7.9688  10.7814
O  10.2391  7.9118  18.7346
O  3.4498  9.1075  16.5903

Results
free energy: -137746.369 eV
free energy less fixed offsets of O -568.88, P -755.39, Si -635.61 eV per atom: 1.891 eV

Forces (eV/angstrom), in the order of the atoms: element, x, y, z
Si  -0.0046  -0.004  -0.0069
Si  0.0022  0.0028  0
Si  -0.0001  0.0026  -0.0028
Si  -0.0033  0.0003  -0.0021
Si  -0.0089  0.0009  0.0014
Si  -0.0027  -0.0023  -0.0006
Si  -0.0036  -0.001  0.0049
P  0.001  -0.0024  -0.0054
Si  -0.0005  0.0003  0.0015
Si  0.0037  -0.0019  0.003
Si  -0.0015  -0.001  -0.0015
Si  -0.0024  0.0026  -0.0013
Si  0.0022  0.0005  0.0004
Si  0.0025  -0.0025  -0.0039
Si  0  -0.0023  0.0007
P  0.0157  -0.0047  -0.0007
Si  0.0012  -0.0029  0.0001
Si  -0.0101  0.0069  0.0029
Si  -0.0015  0.0008  0.0014
Si  0.0033  -0.0016  0.0016
Si  -0.0017  0.0023  -0.0004
Si  0.002  -0.0027  0.0019
Si  -0.0024  -0.0041  -0.001
Si  -0.0015  0.003  -0.0005
Si  0.0007  0.0026  -0.0003
Si  -0.0003  -0.0019  -0.0008
Si  0.0024  -0.0009  0.0003
Si  -0.0018  0  -0.0013
Si  -0.0012  -0.0022  -0.0005
Si  0.0003  0.0033  -0.0026
Si  -0.0022  0.003  0.0006
Si  0.0031  0.0029  -0.0014
Si  0.0015  -0.0004  0.0001
Si  -0.0001  -0.0013  0.0006
Si  -0.0002  -0.0006  0.0005
Si  0.0005  -0.0008  -0.0015
Si  -0.0002  -0.0003  0.0004
Si  0.001  0  0.0002
Si  0.0011  -0.0011  -0.0009
Si  0.0003  -0.0011  0.0007
Si  0.1403  0.038  -0.0135
Si  0.0269  -0.0087  -0.0369
Si  0.1192  -0.0912  0.0142
Si  -0.0742  0.1744  0.0253
Si  0.0382  -0.1941  -0.0694
Si  -0.0415  -0.0694  -0.1783
Si  -0.0787  -0.0887  -0.1339
Si  -0.1746  -0.2002  0.1438
Si  0.0236  0.0751  0.0377
Si  -0.0273  0.0428  -0.0977
Si  0.0573  0.0706  0.0291
Si  -0.0264  0.0619  0.106
Si  -0.0814  -0.0304  -0.0529
Si  0.0497  0.1096  0.006
Si  0.0175  0.0782  0.1265
Si  0.0369  0.0919  0.0823
Si  0.0002  -0.0003  -0.0002
Si  -0.0004  0.0004  0
Si  0.0002  -0.0005  -0.0003
Si  0.001  -0.0008  -0.0004
Si  0  0.0003  0.0001
Si  0.0004  -0.0002  -0.0002
Si  0.0006  -0.0003  -0.0003
Si  0.0008  -0.0004  -0.0006
Si  0.0002  0.0001  0.0005
Si  -0.0005  0.0003  0.0008
Si  -0.0002  -0.0004  -0.0001
Si  0.0004  0  -0.0005
Si  0  0.0004  0.0008
Si  -0.0004  0.0005  0.0006
Si  0  -0.0005  -0.0002
Si  0.0004  0.0001  -0.0003
Si  -0.0002  -0.0003  -0.0003
Si  -0.0002  -0.0008  0.0003
Si  0.0007  -0.0002  0.0002
Si  0.0003  -0.0002  -0.0001
Si  -0.0005  -0.0004  -0.0002
Si  -0.0002  -0.0009  0.0003
Si  0.0005  0.0001  0
Si  0.0001  -0.0005  -0.0003
Si  0.0001  -0.0002  -0.0001
Si  -0.0002  0  -0.0002
Si  0  -0.0002  -0.0003
Si  -0.0002  -0.0001  -0.0002
Si  -0.0002  -0.0001  0
Si  -0.0002  -0.0001  -0.0004
Si  0  -0.0005  -0.0002
Si  -0.0002  -0.0001  -0.0001
Si  -0.0003  -0.0002  0.0003
Si  0.0001  -0.0003  0.0009
Si  -0.0002  -0.0004  0.0006
Si  -0.0001  -0.0002  0.0005
Si  0  -0.0003  0.0005
Si  -0.0002  -0.0002  0.0004
Si  -0.0001  0.0001  0.0008
Si  -0.0001  -0.0003  0.0005
O  0.0006  -0.0008  0.0048
O  0.0009  0.0007  -0.0002
O  0.0005  -0.0032  0.0012
O  0.0066  0.0021  0.0069
O  0.0002  -0.0002  0
O  0  -0.0001  0.0001
O  -0.0001  0  -0.0002
O  -0.0001  0  0
O  -0.0002  0  -0.0006
O  0.0001  -0.0003  -0.0002
O  -0.0003  0  -0.0006
O  0.0002  -0.0006  -0.0004
O  -0.0003  0  -0.0003
O  0.0001  -0.0005  -0.0002
O  0.0001  -0.0004  -0.0003
O  -0.0003  0  -0.0004
O  0.0009  -0.0008  0.0003
O  -0.0023  0.0025  0.0003
O  0.0003  -0.0005  0.0014
O  -0.0001  0.0006  0.0014
O  -0.0003  -0.002  0.0025
O  -0.001  0.0011  -0.0029
O  0.0009  0.001  0.0016
O  -0.001  -0.0034  0.0026
Si  -0.0002  -0.0004  0
Si  0  -0.0006  0.0004
Si  -0.0001  -0.0005  0.0006
Si  0  -0.0004  0.0003
Si  -0.0001  -0.0006  -0.0003
Si  -0.0001  -0.0006  0.0002
Si  0.0006  -0.0003  0.0007
Si  -0.0002  -0.0005  0.0002
Si  -0.0001  -0.0003  0.0004
Si  0  -0.0005  0.0003
Si  0.0005  -0.0007  -0.0009
Si  -0.0001  -0.0004  0.0004
Si  -0.0001  -0.0002  0.0004
Si  0.0001  -0.0001  -0.0007
Si  0.0001  -0.0006  0
Si  0.0001  -0.0004  0.0004
Si  -0.0002  -0.0004  0.0003
Si  -0.0001  -0.0005  0.0002
Si  -0.0004  -0.0012  -0.0007
Si  0.0001  -0.0003  0.0005
Si  -0.0001  -0.0006  0.0001
Si  0.0001  -0.0001  -0.0001
Si  0.0001  -0.0006  0.0002
Si  -0.0006  -0.0007  -0.0004
Si  0.0001  -0.0005  0.0001
Si  -0.0001  -0.0006  0.0003
Si  -0.0002  -0.0005  0.0003
Si  0  -0.0016  -0.0012
Si  -0.0003  -0.0011  -0.0001
Si  0.0003  -0.0002  0.0004
Si  0  -0.0004  0.0004
Si  0  -0.0005  0.0004
Si  0  -0.0006  -0.0001
Si  -0.0003  -0.0005  0.0002
Si  0  -0.0005  0.0004
Si  -0.0008  0.0003  0.0014
Si  -0.0003  0  0.0004
Si  -0.0001  -0.0006  0
O  -0.0001  -0.0004  0
O  -0.0004  -0.0003  0.0004
O  0  -0.0007  -0.0001
O  -0.0001  -0.0004  0.0002
O  -0.0001  -0.0005  -0.0001
O  0  -0.0002  0.0002
O  0  -0.0006  -0.0001
O  0  -0.0002  0.0001
O  -0.0002  -0.0004  0.0003
O  0  -0.0005  0.0003
O  -0.0002  -0.0004  -0.0001
O  -0.0001  -0.0005  -0.0001
O  -0.0002  -0.0005  0
O  -0.0002  -0.0003  -0.0001
O  -0.0001  0.0002  0.001
O  -0.0002  -0.0004  -0.0002
O  -0.0002  0.0001  0.0002
O  0  -0.0005  0.0004
O  -0.0002  -0.0005  0
O  0  -0.0004  0
O  0.0002  -0.0006  0.0007
O  -0.0004  -0.0003  0.0002
O  -0.0001  -0.0005  -0.0001
O  -0.0001  -0.0007  0.0002
O  0  -0.0002  0.0001
O  -0.0001  -0.0006  0
O  0.0006  -0.0007  0.0003
O  -0.0002  -0.0005  -0.0001
O  -0.0001  -0.0004  0.0002
O  -0.0001  -0.0004  -0.0002
O  -0.0008  -0.0006  -0.0023
O  -0.0002  -0.0003  -0.0002
O  0.0001  -0.0001  0.0001
O  0  -0.0004  0
O  -0.0001  -0.0005  0.0001
O  -0.0001  -0.0004  0.0001
O  -0.0002  -0.0005  0
O  -0.0002  -0.0006  0.0001
O  0  -0.0005  0.0002
O  -0.0002  -0.0003  0.0001
O  -0.0001  -0.0005  -0.0001
O  0  -0.0007  0.0001
O  0.0001  -0.001  0.0002
O  0  -0.0005  0.0002
O  0  -0.0004  -0.0001
O  -0.0003  -0.0003  0.0001
O  -0.0001  -0.0003  -0.0001
O  -0.0001  -0.0004  -0.0001
O  0.0001  -0.0006  0
O  0  -0.0003  0.0005
O  -0.0002  -0.0006  -0.0001
O  -0.0004  -0.0002  0.0002
O  0  -0.0004  0
O  -0.0002  -0.0005  0.0001
O  0  -0.0007  -0.0002
O  -0.0002  -0.0003  0
O  0  -0.0005  -0.0001
O  -0.0001  -0.0005  -0.0001
O  0.0002  0.0002  -0.0006
O  -0.0001  -0.0006  0.0001
O  -0.0001  -0.0003  0.0001
O  0.0001  0.0011  -0.0009
O  -0.0001  -0.0004  0.0002
O  -0.0002  -0.0004  -0.0001
O  -0.0001  -0.0004  -0.0002
O  -0.0002  -0.0002  -0.0001
O  -0.0001  -0.0007  0.0002
O  -0.0001  -0.0005  0

The program warned: the cutoff lies below the one the program advises for these potential files; the exchange-correlation potential is rough where the density is thin.
